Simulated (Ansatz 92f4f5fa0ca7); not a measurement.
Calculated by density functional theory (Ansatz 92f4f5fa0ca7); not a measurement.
Periodic cell of 240 atoms, Si148O92, from a study of silicon, its oxide and their interface. The atomic structure is a simulated model.
Doubt: the cutoff is far below the 930 eV that the study's wrapper takes by default for these files, so forces and energies are approximate.

Settings
functional: PBE
potential files: Ansatz PAW
basis: plane waves
wave-function cutoff: 580 eV
density cutoff ratio: 5
exchange-correlation grid ratio: 1
k mesh: 1 x 1 x 1, Gamma-centred
self-consistency stop: 5e-08 eV per atom in the density residual
occupations: fixed
spin: none
net charge: 0

Cell vectors (angstrom)
a 11.6015 0 0
b 0 10.938 0
c 0 0 32.7219

Atoms and the computed forces on them: element, x, y, z (angstrom), force x, y, z (eV/angstrom)
Si 0.2491 -0.093 23.9648 -0.0281 -0.4547 -0.2807
Si 4.1566 0.4972 23.9389 0.0391 -0.3491 -0.3341
Si 8.0014 0.2558 23.8414 0.2207 -0.3253 -0.3699
Si 1.9845 1.4763 23.8685 0.0425 0.2875 -0.2371
Si 6.1736 1.7795 23.8587 -0.178 0.4796 -0.2763
Si 10.0515 1.4043 23.9974 0.0045 0.322 -0.2853
Si 0.0968 5.5268 24.3192 0.133 -0.4522 -0.0061
Si 3.96 5.5956 23.9355 0.0925 -0.2081 -0.448
Si 7.9135 5.8679 24.0863 0.0643 -0.1481 -0.2072
Si 1.975 6.8756 24.058 -0.1993 0.1578 -0.2016
Si 5.8264 7.008 24.075 -0.0488 0.3808 -0.0985
Si 9.9595 7.0274 24.0459 -0.1647 0.1309 -0.2605
Si 2.0472 2.7319 25.8993 -0.0297 0.2129 0.2117
Si 5.9817 2.8845 25.9138 0.0406 0.299 0.1967
Si 9.7947 2.7712 25.9438 -0.0581 0.185 0.114
Si 0.1246 4.0981 26.1256 -0.027 -0.1801 0.0095
Si 3.963 4.1678 25.8494 -0.0284 -0.2168 0.135
Si 7.9081 4.2859 25.9221 -0.096 -0.0986 0.1598
Si 2.1275 8.3219 25.9192 -0.0017 0.166 0.1344
Si 5.9026 8.3728 25.9604 0.0546 0.274 0.1419
Si 9.7934 8.353 25.9464 0.0656 0.2663 0.124
Si 0.1685 9.6356 25.9671 0.0027 -0.2011 0.1695
Si 4.0161 9.8397 25.8598 -0.0866 -0.1193 0.1271
Si 7.8683 9.7518 25.8206 -0.0988 -0.1545 0.1015
Si 0.0734 0.054 27.9049 0.0536 0.0844 -0.1355
Si 3.9463 0.0581 27.9067 -0.0077 0.0947 -0.0816
Si 7.7876 0.0339 27.8635 0.0004 0.093 -0.0232
Si 2.0143 1.4092 27.8759 -0.0001 -0.1134 -0.0074
Si 5.8765 1.4425 27.8477 0.0316 -0.0822 -0.0491
Si 9.7167 1.3972 27.8793 -0.0251 -0.0941 -0.0535
Si 0.0806 5.5493 27.9569 -0.0161 0.0933 -0.1357
Si 3.9403 5.4889 27.8544 0.0038 0.1056 -0.0543
Si 7.8088 5.5283 27.9169 0.0605 0.1398 -0.1038
Si 2.0347 6.9043 27.8582 0.0958 -0.1291 -0.0494
Si 5.8668 6.9085 27.864 -0.0237 -0.1322 -0.0682
Si 9.7315 6.9091 27.8625 -0.0058 -0.1293 -0.0043
Si 1.9336 2.7345 29.8227 0.0667 0.1824 -0.0968
Si 5.8008 2.7345 29.8227 0.0782 0.1734 -0.0737
Si 9.6679 2.7345 29.8227 0.033 0.1197 -0.0907
Si 0 4.1018 29.8227 0.0897 0.1861 0.24
Si 3.8672 4.1018 29.8227 0.0991 0.0988 -0.1879
Si 7.7343 4.1018 29.8227 0.0276 0.1221 0.0418
Si 1.9336 8.2035 29.8227 0.1166 0.147 -0.0498
Si 5.8008 8.2035 29.8227 0.0253 0.1078 0.1029
Si 9.6679 8.2035 29.8227 0.0721 0.1994 -0.0147
Si 0 9.5708 29.8227 0.0427 0.0741 -0.0551
Si 3.8672 9.5708 29.8227 0.1153 0.0912 -0.0481
Si 7.7343 9.5708 29.8227 0.0119 0.0856 -0.2432
Si 0 0 31.7563 0.0196 0.0786 -0.0311
Si 3.8672 0 31.7563 0.0121 0.0687 -0.0314
Si 7.7343 0 31.7563 -0.0172 0.0616 -0.074
Si 1.9336 1.3673 31.7563 -0.0097 -0.0508 0.0258
Si 5.8008 1.3673 31.7563 0.0059 -0.1046 0.0273
Si 9.6679 1.3673 31.7563 0.0001 -0.0268 0.0316
Si 0 5.469 31.7563 -0.0073 -0.0487 0.0073
Si 3.8672 5.469 31.7563 0.0049 0.129 -0.014
Si 7.7343 5.469 31.7563 0.0088 0.0595 -0.0067
Si 1.9336 6.8362 31.7563 0.0022 -0.0621 0.0049
Si 5.8008 6.8362 31.7563 -0.0028 -0.0736 0.0292
Si 9.6679 6.8362 31.7563 -0.004 -0.0538 0.0144
Si 1.9336 2.7345 0.9679 -0.0296 -0.0659 0.0098
Si 5.8008 2.7345 0.9679 -0.115 -0.0156 0.0574
Si 9.6679 2.7345 0.9679 -0.0236 -0.0829 -0.041
Si 0 4.1018 0.9679 -0.0841 -0.107 -0.0936
Si 3.8672 4.1018 0.9679 -0.0387 -0.1683 0.0228
Si 7.7343 4.1018 0.9679 -0.0905 -0.1456 0.1086
Si 1.9336 8.2035 0.9679 -0.0301 -0.1167 0.0546
Si 5.8008 8.2035 0.9679 -0.0989 -0.1684 0.1581
Si 9.6679 8.2035 0.9679 -0.0786 -0.1136 -0.0703
Si 0 9.5708 0.9679 -0.0918 -0.1964 0.0948
Si 3.8672 9.5708 0.9679 -0.0162 -0.1591 0.0353
Si 7.7343 9.5708 0.9679 -0.0484 -0.2266 -0.164
Si -0.0562 -0.0588 2.9284 0.0259 0.1167 0.0874
Si 3.808 -0.0549 2.9233 -0.0162 0.0312 0.1065
Si 7.6521 -0.0305 2.8747 -0.0671 0.1451 0.0635
Si 1.8717 1.3067 2.8708 -0.0331 -0.1178 0.0694
Si 5.7353 1.3354 2.8985 0.028 -0.0898 0.0723
Si 9.5994 1.3133 2.8704 0.0079 -0.0288 0.1073
Si -0.0712 5.4185 2.9033 -0.0354 0.099 0.0657
Si 3.7952 5.3837 2.9476 -0.0039 0.1171 0.0399
Si 7.6589 5.4049 2.9384 -0.0337 0.0968 0.0376
Si 1.8711 6.7761 2.8842 -0.0008 -0.1148 0.0951
Si 5.7241 6.7837 2.9158 -0.0282 -0.0721 0.1251
Si 9.5847 6.7929 2.8799 -0.021 -0.1285 0.1272
Si 1.7685 2.5378 4.866 0.0896 0.1271 -0.1781
Si 5.6996 2.5835 4.9161 -0.0133 0.2541 -0.2597
Si 9.5252 2.5971 4.8477 0.0441 0.2556 -0.0136
Si -0.1125 3.9842 4.8012 0.0614 -0.2438 -0.0822
Si 3.7333 3.892 4.848 0.0545 -0.2705 -0.1377
Si 7.5982 4.0621 4.9303 -0.002 -0.2105 -0.0245
Si 1.82 8.0186 4.8879 0.0282 0.1965 -0.0614
Si 5.6657 8.0741 4.9153 0.0633 0.2306 -0.1347
Si 9.5022 8.214 4.7661 0.048 0.215 -0.1033
Si -0.1038 9.4498 4.8586 -0.111 -0.2541 -0.2565
Si 3.7229 9.4778 4.875 0.0201 -0.2632 -0.0663
Si 7.5383 9.5539 4.7987 0.0699 -0.1459 -0.1483
Si -0.271 -0.3155 6.8785 0.1025 -0.4806 0.4329
Si 3.6194 -0.1477 6.8567 -0.0675 -0.3634 0.2586
Si 7.4472 -0.1231 6.7875 0.1022 -0.3466 -0.205
Si 1.597 1.078 6.7627 0.0066 0.2216 0.1562
Si 5.5294 1.23 6.8773 -0.0406 0.4012 0.4479
Si 9.458 1.1313 6.7648 -0.1919 0.5225 0.3578
Si -0.2027 5.3942 6.6722 -0.0316 -0.3627 0.1298
Si 3.7844 5.1578 6.7864 0.1163 -0.3452 0.2494
Si 7.6643 5.4971 6.8886 0.1836 -0.2952 0.2278
Si 1.8971 6.5468 6.817 -0.0398 0.2787 0.2671
Si 5.5504 6.6799 6.8936 -0.0839 0.2254 0.2506
Si 9.578 6.8197 6.615 0.0341 0.404 0.1038
O 7.3604 9.4796 7.8489 -0.0275 0.0917 -0.252
O 3.8828 4.3467 8.2721 -0.0216 0.2286 -0.3095
O -0.2306 9.6359 8.278 0.078 0.3616 -0.4898
O 9.8468 7.4735 8.1321 -0.018 -0.0874 -0.1063
O 5.4416 2.2052 8.2531 0.1608 -0.2407 -0.3623
O 1.2637 2.0814 8.0586 -0.0244 0.0517 -0.2508
O 4.9597 7.5263 8.238 0.2026 -0.0921 -0.2748
O 2.2326 7.4989 8.1651 -0.163 -0.0634 -0.2677
O 9.4378 2.1946 8.057 -0.0128 -0.1988 -0.1614
O 3.5995 9.815 8.2374 0.043 0.3041 -0.2877
O 8.1302 4.547 8.2158 -0.2873 0.1513 -0.3489
O 10.8577 4.4732 7.9643 0.0952 0.0478 -0.1805
O 1.5358 7.6596 22.6324 0.2529 -0.0943 0.1955
O 6.343 2.9334 22.611 -0.165 -0.3615 0.4748
O 8.0983 4.9869 22.6974 -0.0548 0.0571 0.2027
O 10.4616 2.3184 22.6406 -0.2231 -0.1608 0.2325
O 4.3674 10.4592 22.6203 -0.0316 0.1526 0.2062
O 1.5351 2.45 22.5504 0.2927 -0.2304 0.3435
O 4.118 4.8062 22.4485 0.05 0.0587 0.4653
O 0.0618 4.6738 22.8966 0.0337 -0.0617 -0.0386
O 5.5904 8.0599 22.801 0.0293 -0.1936 0.1688
O 0.2277 9.9607 22.5126 -0.0331 0.2016 0.2812
O 10.4208 7.716 22.5668 -0.2355 -0.0487 0.3487
O 8.1733 10.285 22.4174 0.074 0.1119 0.5227
Si 3.8138 4.9568 20.859 -0.0679 -0.0093 -0.5828
Si 5.0591 5.6089 16.4577 0.0232 -0.0367 0.0059
Si 3.3847 8.7186 11.8861 0.0609 0.1965 0.3986
Si 4.4481 3.11 9.1757 -0.1157 0.0461 0.3536
Si 0.2102 8.3965 22.0031 0.0286 -0.0253 -0.2749
Si 1.3268 0.2668 11.944 -0.0407 0.0105 0.302
Si 3.4219 1.6723 13.6081 -0.0504 -0.0107 -0.052
Si 3.5721 -2.6786 8.7382 -0.0151 -0.1981 0.3243
Si 4.9994 9.2124 21.8261 -0.1374 -0.0676 -0.2712
Si 9.5149 3.7374 8.5603 0.2899 0.0796 0.3578
Si 20.4943 9.6805 18.2736 0.0483 0.1657 -0.1306
Si 0.6808 8.769 16.1278 -0.0692 -0.0865 -0.036
Si -1.3388 12.2491 12.564 0.0834 0.0275 0.0993
Si 15.5201 18.6849 19.6254 -0.0765 -0.0065 -0.2092
Si -14.8543 1.8238 15.0511 0.1107 -0.0024 -0.0492
Si 7.6773 10.2438 20.87 -0.1411 0.1758 -0.5187
Si 6.4526 -1.8408 12.0167 -0.0398 0.1044 0.2677
Si 13.0541 2.5699 17.2661 -0.0673 0.0052 -0.0406
Si 10.4726 8.5769 9.15 -0.0508 -0.1562 0.2836
Si 1.8004 17.9587 13.8425 0.0126 0.0211 -0.0131
Si 2.5931 15.1971 15.1314 -0.0672 -0.0151 -0.0296
Si 1.5973 13.0595 9.6409 -0.1145 0.0088 0.5292
Si 22.6339 6.9731 11.7639 -0.0879 -0.191 0.2914
Si 8.0324 13.1376 19.674 -0.0488 0.0693 -0.3289
Si 5.6462 2.8507 11.952 0.0254 -0.149 0.2381
Si 1.0427 4.4988 19.6698 0.0261 0.1274 -0.2727
Si 11.0664 3.8333 11.0942 0.0173 -0.1128 0.3794
Si 11.7312 14.1653 22.1616 -0.1341 0.2085 -0.2986
Si 7.6373 9.6079 9.441 -0.0539 0.1208 0.5991
Si 7.1854 10.4007 16.095 0.0604 0.0563 -0.0496
Si 10.1481 12.2572 17.6385 -0.1018 0.0022 -0.0597
Si 19.9293 6.9972 13.3541 -0.0093 0.0187 -0.0303
Si 7.7369 0.7473 11.2853 0.0665 0.0123 0.3374
Si 4.7537 8.6749 16.939 0.0296 -0.038 0.0482
Si 7.3048 3.962 21.7562 0.1411 0.0144 -0.6225
Si 14.3116 10.9732 16.1625 -0.031 0.0844 -0.0651
Si 5.8807 4.189 19.2107 0.0058 -0.1229 -0.1245
Si 20.8961 8.4362 15.7754 0.0744 0.0215 -0.1153
Si 0.8546 -3.471 19.0376 0.1657 -0.2471 -0.2597
Si -4.6776 4.5042 14.133 0.0347 -0.03 0.0017
O -3.7738 -7.6153 14.7774 -0.0158 0.0519 0.0152
O 13.3163 3.5827 18.5047 0.0366 0.0003 0.1043
O 9.7289 3.7147 10.1748 -0.2031 -0.0033 -0.3008
O 12.0287 8.2179 17.6515 0.0076 -0.0003 0.0984
O 17.781 16.2576 15.3194 -0.0057 0.0406 0.0209
O 9.5272 7.3018 12.3022 0.0551 0.0477 -0.0817
O 0.3666 5.8817 19.0621 0.0239 -0.0098 0.0877
O 13.6849 1.4691 12.7248 0.0091 0.0286 -0.0558
O 10.1877 10.6453 17.9493 -0.0662 -0.0873 0.0717
O 7.4999 11.7267 20.243 -0.0192 -0.0865 0.2038
O 16.2147 18.1142 16.3108 0.0301 0.0396 0.0163
O 10.836 -2.2206 15.4033 -0.0068 0.0258 0.0079
O 12.9785 3.5034 15.9213 0.0134 0.0024 0.0012
O 9.3505 11.8462 11.2821 -0.0553 -0.0397 -0.1403
O 4.419 -7.162 19.8677 0.0384 0.0424 0.1406
O 13.7995 9.8379 12.0569 0.0199 -0.044 -0.1189
O -2.8171 -3.7777 14.9195 0.0199 0.005 0.0603
O 3.7631 8.7668 20.8692 0.0093 0.0272 0.2329
O 18.7014 13.1146 11.6754 -0.0565 0.0085 -0.1095
O 4.437 6.3432 20.2441 0.0216 -0.036 0.1741
O 2.2073 4.9822 20.6899 0.0247 0.0603 0.221
O 8.686 9.4081 19.8672 0.0064 -0.0049 0.1952
O 1.6879 7.801 15.2743 -0.0009 0.0086 0.0227
O 10.8703 2.8245 12.3794 0.0076 0.1064 -0.1562
O 11.2826 7.8477 10.394 -0.0262 0.1371 -0.3447
O 9.4105 13.0108 18.8583 -0.0476 0.0423 0.1447
O 7.9046 5.4426 13.2396 -0.0074 -0.0412 0.0129
O 18.8248 -0.424 12.3247 -0.0317 -0.0308 -0.187
O 6.7072 8.6909 10.4373 0.0574 0.0132 -0.3316
O 11.4512 11.1143 12.6593 0.0717 0.0178 -0.1054
O 5.921 9.4053 16.0742 -0.1071 -0.0368 0.001
O 7.3086 0.2506 9.7882 -0.0041 -0.0599 -0.1899
O 5.1781 3.5773 10.5665 0.0257 0.03 -0.2631
O -2.2603 1.7523 16.315 0.0182 0.0347 0.0535
O 6.8139 2.8977 18.7931 -0.0139 0.009 0.1225
O 7.0518 7.9552 13.0077 -0.0105 -0.0021 -0.076
O 0.2786 8.2512 20.3577 -0.0662 0.1543 0.4406
O 7.6043 -0.4063 17.6788 0.0052 -0.0901 0.1186
O 9.1921 9.3235 9.825 -0.0059 0.0716 -0.1484
O 1.1444 11.6701 10.3889 -0.0273 0.0123 -0.3073
O 14.1913 12.328 17.093 0.0364 -0.0348 0.0456
O 3.3612 14.0934 14.2384 0.038 -0.03 -0.053
O 16.4594 9.3077 12.2845 -0.0155 -0.046 -0.0958
O 5.7015 16.0999 17.9048 -0.0284 0.0198 0.1061
O 4.6913 12.5995 12.5744 -0.0026 0.0507 -0.0428
O 9.2649 12.2116 13.833 -0.0437 -0.02 -0.0035
O 3.444 8.1778 10.3615 0.0308 -0.0178 -0.418
O 2.4782 7.5054 18.939 0.0032 0.0226 0.0877
O 3.68 4.7787 16.227 0.0122 0.0291 0.0425
O 3.5253 9.7428 16.8526 0.0287 0.0109 0.0067
O 1.2148 10.3162 15.995 0.0298 -0.0112 -0.0163
O 3.2056 2.2436 9.778 0.0255 -0.1274 -0.2161
O 13.6012 16.3745 14.1779 -0.0122 -0.0218 0.0088
O 8.4256 3.1176 20.9444 0.0048 -0.0584 0.3128
O 7.0028 -10.0229 15.3703 0.0199 -0.0692 0.0596
O -3.1702 20.6671 15.2855 -0.0064 -0.0289 -0.0358
O 5.7973 3.9784 13.0986 -0.0666 0.0084 -0.087
O 0.8301 3.3885 10.3183 0.1369 -0.0359 -0.2311
O 6.2041 9.5894 20.8137 0.0451 0.0116 0.0961
O 6.6005 4.8452 20.548 0.049 -0.0095 0.33
O 11.2409 5.3774 11.5368 -0.0094 -0.0111 -0.1072
O 9.0503 19.2245 17.406 0.0009 0.0312 0.082
O 4.9672 8.3728 18.5338 0.0367 0.0106 0.0075
O 3.4366 11.43 14.7561 0.0351 0.0021 0.0678
O 3.0812 7.5282 12.9627 0.0133 -0.0342 -0.0683
O 11.6551 12.7634 17.5118 0.0295 -0.0029 0.0016
O 0.4816 -3.5929 12.9467 -0.0359 0.0157 -0.0905
O 11.6416 14.4927 20.551 -0.0698 -0.1314 0.3141

Results
free energy: -146404.101 eV
free energy less fixed offsets of O -568.88, Si -635.61 eV per atom: 3.139 eV

The program warned: the cutoff lies below the one the program advises for these potential files; the forces do not sum to zero within the program's tolerance; the exchange-correlation potential is rough where the density is thin.
